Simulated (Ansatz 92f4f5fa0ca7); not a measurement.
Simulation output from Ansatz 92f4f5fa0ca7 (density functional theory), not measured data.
Periodic cell of 220 atoms, Si132O88, from a study of silicon, its oxide and their interface. The atomic structure is a simulated model.
Doubt: the cutoff is far below the 930 eV that the study's wrapper takes by default for these files, so forces and energies are approximate.
This geometry differs little from another in the collection (a relaxation step or a small displacement).

Settings
functional: PBE
potential files: Ansatz PAW
basis: plane waves
wave-function cutoff: 580 eV
density cutoff ratio: 5
exchange-correlation grid ratio: 1
k mesh: 1 x 1 x 1, Gamma-centred
self-consistency stop: 5e-08 eV per atom in the density residual
occupations: fixed
spin: none
net charge: 0

Cell vectors (angstrom)
a, 10.938, 0, 0
b, 0, 10.938, 0
c, 0, 0, 31.9181

Atoms: element, x, y, z (angstrom)
Si, -0.0904, 0.2512, 24.576
Si, 5.8585, -0.2915, 24.2294
Si, 2.5319, 2.9571, 24.6934
Si, 8.5625, 2.446, 24.4256
Si, 0.3816, 5.2441, 24.5035
Si, 5.2011, 5.9481, 24.2682
Si, 2.8071, 8.0658, 24.4459
Si, 8.1409, 8.4376, 24.5479
Si, 1.3737, 1.4145, 25.9652
Si, 6.8678, 1.354, 25.6593
Si, 4.2152, 4.2169, 25.6931
Si, 9.5993, 4.1334, 25.7139
Si, 1.4147, 6.8372, 25.8693
Si, 6.839, 6.8783, 25.7224
Si, 4.1251, 9.6512, 25.6104
Si, 9.653, 9.6132, 25.8567
Si, 2.7841, -0.0196, 27.135
Si, 8.1977, 0.0184, 27.1446
Si, -0.0516, 2.7841, 27.1965
Si, 5.4949, 2.7378, 27.0626
Si, 2.797, 5.4531, 27.1652
Si, 8.1861, 5.4708, 27.0891
Si, 0.0124, 8.1865, 27.1758
Si, 5.4411, 8.2428, 27.0903
Si, 4.1018, 1.3673, 28.4999
Si, 9.5708, 1.3673, 28.4999
Si, 1.3673, 4.1018, 28.4999
Si, 6.8362, 4.1018, 28.4999
Si, 4.1018, 6.8362, 28.4999
Si, 9.5708, 6.8362, 28.4999
Si, 1.3673, 9.5708, 28.4999
Si, 6.8362, 9.5708, 28.4999
Si, 0, 0, 29.8671
Si, 5.469, 0, 29.8671
Si, 2.7345, 2.7345, 29.8671
Si, 8.2035, 2.7345, 29.8671
Si, 0, 5.469, 29.8671
Si, 5.469, 5.469, 29.8671
Si, 2.7345, 8.2035, 29.8671
Si, 8.2035, 8.2035, 29.8671
Si, 1.3673, 1.3673, 31.2344
Si, 6.8362, 1.3673, 31.2344
Si, 4.1018, 4.1018, 31.2344
Si, 9.5708, 4.1018, 31.2344
Si, 1.3673, 6.8362, 31.2344
Si, 6.8362, 6.8362, 31.2344
Si, 4.1018, 9.5708, 31.2344
Si, 9.5708, 9.5708, 31.2344
Si, 2.7345, 0, 0.6835
Si, 8.2035, 0, 0.6835
Si, 0, 2.7345, 0.6835
Si, 5.469, 2.7345, 0.6835
Si, 2.7345, 5.469, 0.6835
Si, 8.2035, 5.469, 0.6835
Si, 0, 8.2035, 0.6835
Si, 5.469, 8.2035, 0.6835
Si, 4.1018, 1.3673, 2.0507
Si, 9.5708, 1.3673, 2.0507
Si, 1.3673, 4.1018, 2.0507
Si, 6.8362, 4.1018, 2.0507
Si, 4.1018, 6.8362, 2.0507
Si, 9.5708, 6.8362, 2.0507
Si, 1.3673, 9.5708, 2.0507
Si, 6.8362, 9.5708, 2.0507
Si, 0, 0, 3.418
Si, 5.469, 0, 3.418
Si, 2.7345, 2.7345, 3.418
Si, 8.2035, 2.7345, 3.418
Si, 0, 5.469, 3.418
Si, 5.469, 5.469, 3.418
Si, 2.7345, 8.2035, 3.418
Si, 8.2035, 8.2035, 3.418
Si, 1.4199, 1.2918, 4.7438
Si, 6.9447, 1.2641, 4.7788
Si, 4.0713, 4.151, 4.7558
Si, 9.481, 4.1285, 4.7492
Si, 1.3348, 6.9086, 4.8212
Si, 6.7837, 6.8498, 4.7426
Si, 4.0745, 9.5374, 4.8753
Si, 9.5496, 9.5907, 4.8283
Si, 2.5533, -0.2027, 6.2387
Si, 8.1629, -0.1103, 6.3564
Si, -0.2002, 2.5694, 5.9194
Si, 5.4977, 2.6518, 5.9244
Si, 2.5894, 5.4397, 6.1848
Si, 8.0506, 5.4612, 6.1123
Si, -0.0486, 8.2367, 6.2163
Si, 5.4113, 7.9976, 6.2801
Si, 3.8385, 1.5916, 7.155
Si, 9.8099, 1.1684, 7.5683
Si, 1.3633, 3.6653, 7.1635
Si, 6.5585, 4.1198, 7.3919
Si, 4.1637, 6.3538, 7.6853
Si, 9.3096, 6.9499, 7.38
Si, 0.8226, 9.6315, 7.9572
Si, 7.0285, 9.0952, 7.6204
O, 1.4385, 4.0455, 24.0577
O, 5.5246, 11.0292, 22.6546
O, 2.7221, 2.7802, 7.0046
O, 8.1896, 7.9873, 8.0462
O, 5.126, 4.7564, 8.3359
O, 0.1391, 0.2189, 8.0064
O, 3.9419, 6.9666, 24.0048
O, 9.691, 1.3039, 24.0957
O, 2.3417, 9.3334, 8.6265
O, 0.9352, 3.4484, 8.7495
O, 9.3903, 2.0039, 8.94
O, 6.3599, 9.5956, 9.0374
O, 4.3653, 1.9957, 8.724
O, 3.6446, 7.0474, 9.0828
O, 7.2999, 3.5292, 8.7272
O, 10.0701, 6.0341, 8.5299
O, 3.1591, 2.0128, 23.4683
O, 4.5835, 1.9239, 21.0949
O, 8.1022, 2.8595, 22.8994
O, 10.9116, 6.0293, 23.1052
O, 7.0041, 9.488, 23.9928
O, 2.0219, 8.495, 23.0498
O, 5.7634, 5.8178, 22.705
O, 0.6055, 10.6996, 23.1787
Si, 2.9664, 8.3911, 9.802
Si, -1.0944, 3.4714, 19.2023
Si, 3.1106, 10.5119, 19.793
Si, 1.8956, 2.4564, 19.5513
Si, 6.6845, 2.3126, 14.3979
Si, 9.8541, -1.5188, 13.3478
Si, 2.2327, 19.0414, 15.4855
Si, 9.4301, 3.7001, 14.0577
Si, 5.7289, 9.6714, 10.5389
Si, -4.023, 10.9694, 16.6073
Si, 1.591, 3.9256, 10.154
Si, 2.7802, 12.2207, 15.0307
Si, 11.3768, 10.5151, 15.5604
Si, 0.1437, -2.5488, 10.7429
Si, 4.5085, 3.4444, 9.4584
Si, -3.1088, 12.0801, 19.1437
Si, 1.9487, -5.6585, 14.891
Si, 4.395, 3.7005, 16.0411
Si, 3.8608, 4.9249, 18.7483
Si, 5.3448, 4.8102, 21.4826
Si, 13.1837, 7.67, 18.4833
Si, 8.4615, 3.0412, 9.7767
Si, -2.7385, 4.0363, 21.7853
Si, 10.6208, -2.9433, 20.0418
Si, 9.017, 6.6798, 14.342
Si, 3.4192, 2.6201, 21.987
Si, 1.3009, 9.6609, 22.1596
Si, 4.7182, 9.7266, 15.0907
Si, -1.5317, -1.0487, 17.9148
Si, 5.5181, 11.5318, 21.1066
Si, 9.5263, 6.5874, 22.4482
Si, 10.2072, 5.679, 10.1173
Si, -3.9342, 8.6534, 13.1064
Si, 1.2194, 3.011, 12.9695
Si, -0.753, 4.969, 16.4989
Si, 6.2181, 1.8226, 11.4347
O, -5.3855, 10.1177, 16.4271
O, 4.7601, 4.3069, 17.5161
O, 3.1722, 4.2364, 9.8982
O, 5.3344, 3.0776, 10.8034
O, 1.4057, 0.8598, 15.8046
O, 2.7194, 14.6997, 18.9782
O, -0.3729, 2.8067, 13.2908
O, -0.0991, 8.9591, 9.2442
O, 2.4345, 10.4196, 21.277
O, 0.7984, 5.2795, 10.5351
O, 10.0232, -3.0072, 14.0422
O, 3.5455, 2.2986, 16.0541
O, 1.3938, -1.58, 14.9344
O, -2.5175, 5.4186, 22.6087
O, -1.2074, 8.5405, 18.777
O, 1.6694, 7.8228, 16.9774
O, 8.1451, -1.0476, 16.8475
O, 11.1004, 9.1347, 21.1108
O, 2.0099, 2.5711, 21.1795
O, 1.7633, 8.0033, 10.8487
O, 4.7978, 5.2913, 20.0304
O, -1.2158, 6.927, 20.8687
O, -1.6567, 6.2583, 15.9404
O, -2.6724, 9.6853, 13.0933
O, -0.2164, -0.7072, 17.0198
O, 6.5035, 8.6112, 11.541
O, 4.1601, 9.2109, 10.5439
O, 1.9968, 6.8475, 14.4967
O, 13.2102, 12.9029, 13.6369
O, 5.7473, 9.2855, 13.9196
O, 1.0203, 7.254, 19.471
O, 5.8282, 11.2477, 10.9686
O, -1.2607, 3.6459, 15.6784
O, 10.0499, 7.0866, 10.9514
O, 3.4466, 4.8219, 15.3335
O, 1.4377, 2.8504, 11.3603
O, 7.5272, 7.2351, 13.8209
O, 8.977, 7.8963, 23.2334
O, 0.312, 2.6225, 19.1618
O, -3.9161, 11.8915, 20.5568
O, 3.7853, 10.9939, 14.6394
O, 5.7797, 3.3966, 15.2297
O, -1.4771, 3.9417, 20.7307
O, -4.2075, 4.0335, 21.0717
O, 4.7397, -0.4056, 20.0573
O, 3.2603, 6.4028, 18.4014
O, 4.0406, 4.1073, 22.1869
O, 6.7448, 0.9298, 17.9491
O, 2.8391, 9.1434, 18.9272
O, -0.2267, 9.4332, 11.9591
O, 5.9221, 1.8275, 13.0395
O, -0.9642, 4.7023, 18.1038
O, -1.8921, 10.9915, 19.0633
O, 11.7863, 5.0914, 16.1063
O, 7.1094, 1.0292, 15.3229
O, -7.1212, 8.4462, 15.4974
O, -2.9494, 3.0498, 13.8021
O, 13.4402, 11.9055, 19.0986
O, 8.5398, 2.5675, 18.827
O, 1.5649, 4.5061, 13.5161
O, 9.2205, 4.3756, 10.3927
O, 7.7537, 2.202, 10.99
O, 10.2712, -0.2945, 14.3642
O, 9.3924, 5.2779, 13.5509

Results
free energy: -133959.311 eV
free energy less fixed offsets of O -568.88, Si -635.61 eV per atom: 2.649 eV

Forces (eV/angstrom), in the order of the atoms: element, x, y, z
Si, 0.0029, -0.0056, -0.0082
Si, 0.0005, 0.0008, -0.0032
Si, -0.0005, 0.0007, 0.0018
Si, -0.0051, 0.0019, -0.0034
Si, -0.0004, 0.0002, -0.0008
Si, -0.0043, 0.0026, 0.0054
Si, -0.0006, 0.0003, 0.0014
Si, -0.0015, 0.002, -0.0055
Si, 0.0019, 0.0004, 0.0001
Si, -0.0029, 0.0011, 0.0027
Si, -0.0006, -0.0016, 0.0039
Si, -0.001, 0.0016, 0.0034
Si, -0.0001, 0.0017, 0.0039
Si, 0.0011, 0.0015, 0.0016
Si, -0.0012, 0.0014, 0.002
Si, 0.0034, -0.003, 0.002
Si, -0.0001, 0, -0.0005
Si, -0.0036, -0.0024, 0.0004
Si, 0.0039, 0.0029, -0.0007
Si, 0.0016, 0.0016, -0.0008
Si, 0.0033, 0.0007, -0.0043
Si, -0.0003, -0.0015, -0.0016
Si, 0.0008, -0.0002, -0.0042
Si, -0.0003, -0.0039, -0.0011
Si, 0.2558, 0.1603, -0.2092
Si, -0.3125, 0.1372, 0.3607
Si, 0.139, 0.1042, 0.2459
Si, 0.0932, -0.177, -0.2827
Si, 0.188, 0.2875, 0.1397
Si, -0.2432, -0.1684, -0.0224
Si, 0.3187, -0.0933, 0.0782
Si, -0.1507, 0.0202, -0.0821
Si, 0.0362, 0.0498, -0.0462
Si, 0.0806, 0.0647, 0.0018
Si, -0.0386, 0.0076, -0.0461
Si, 0.016, -0.045, 0.0394
Si, 0.0758, 0.0398, 0.0083
Si, 0.0506, 0.092, -0.0333
Si, -0.0117, 0.0227, 0.0336
Si, -0.0273, -0.0401, -0.0302
Si, 0.0574, 0.0394, -0.0092
Si, -0.0077, 0.0232, -0.0089
Si, -0.0713, -0.0631, -0.0177
Si, 0.0082, -0.0303, -0.0289
Si, -0.0481, 0.0089, -0.0261
Si, -0.0017, -0.0206, 0.007
Si, -0.0062, 0.0012, -0.0304
Si, 0.0069, -0.0106, -0.0176
Si, -0.0322, -0.0432, 0.04
Si, -0.0205, 0.0396, 0.0165
Si, -0.0424, -0.0198, 0.0158
Si, 0.0541, -0.0312, 0.0008
Si, -0.0527, 0.0748, 0.0146
Si, 0.0388, -0.0087, 0.042
Si, 0.0849, -0.0222, -0.0127
Si, -0.028, 0.0186, 0.0137
Si, -0.0618, 0.1184, 0.0758
Si, 0.0832, 0.0479, -0.0159
Si, 0.085, -0.1254, 0.009
Si, -0.1723, -0.1704, 0.0182
Si, -0.0245, -0.0609, -0.0187
Si, -0.0002, 0.0231, 0.0203
Si, -0.1356, -0.054, 0.0309
Si, -0.0375, -0.0305, -0.0374
Si, -0.0636, -0.159, -0.12
Si, 0.1514, -0.5679, 0.4414
Si, -0.1049, 0.092, -0.1425
Si, -0.0414, -0.2588, -0.4137
Si, -0.0397, 0.2518, 0.3155
Si, -0.2378, 0.1349, -0.4579
Si, 0.1762, 0.1036, 0.1585
Si, 0.0226, 0.2801, 0.1283
Si, -0.0068, -0.0058, -0.0038
Si, 0.003, 0.0052, 0
Si, -0.0009, -0.0049, -0.0057
Si, -0.0053, 0.0015, 0.0079
Si, 0.0093, -0.004, 0.0041
Si, -0.0014, -0.0175, -0.0016
Si, -0.0095, 0.0039, 0.0138
Si, -0.0005, 0.0053, -0.021
Si, 0.015, 0.0119, -0.0117
Si, -0.013, 0.0043, -0.0109
Si, -0.0052, -0.0058, -0.0071
Si, -0.004, -0.0053, 0.0038
Si, 0.0006, -0.004, 0.005
Si, 0.011, -0.0006, -0.0023
Si, -0.0055, 0.022, 0.0037
Si, -0.0048, 0.0115, -0.0032
Si, 0.0087, 0.0047, -0.009
Si, -0.0003, 0.0122, 0.0145
Si, 0.0167, 0.0086, -0.0045
Si, -0.0291, 0.0209, 0.0066
Si, -0.0005, -0.0003, -0.0034
Si, -0.0143, -0.0138, -0.0274
Si, 0.1229, -0.1307, -0.0811
Si, -0.0013, 0.0198, 0.0022
O, -0.0026, -0.0015, -0.0102
O, 0.0005, -0.0001, -0.0095
O, 0.0001, 0.0069, -0.0011
O, -0.0096, -0.0185, -0.0011
O, 0.0098, -0.0284, -0.0045
O, 0.037, -0.0949, 0.0613
O, -0.0003, 0.0036, -0.0118
O, 0.0047, -0.0022, 0.0041
O, 0.0195, 0.0466, -0.0098
O, -0.0127, -0.0031, 0.0152
O, -0.0025, -0.0035, -0.011
O, -0.0034, 0.0004, 0.0048
O, 0.0071, -0.0068, -0.0051
O, -0.0223, 0.0155, 0.0129
O, 0.019, -0.0102, 0.0115
O, 0.0066, -0.0079, 0.0186
O, 0.0017, -0.0023, -0.0069
O, 0, 0.0001, -0.0026
O, 0.0024, -0.0002, -0.0087
O, 0.0013, -0.0001, -0.0033
O, 0.0012, -0.0015, -0.0026
O, -0.0022, 0.0017, -0.0056
O, -0.0001, -0.0029, -0.0092
O, -0.0008, 0.0013, -0.0047
Si, 0.0197, 0.0024, -0.0397
Si, -0.0021, 0.0014, 0.0021
Si, 0.0013, 0.0009, 0.0032
Si, 0, 0.0002, 0.0015
Si, -0.0033, 0.0015, -0.0028
Si, -0.0206, 0.0062, 0.0416
Si, 0.0052, -0.0047, 0.0039
Si, -0.0013, -0.0021, -0.0031
Si, -0.0082, 0.0014, -0.003
Si, -0.0019, 0.0005, 0.001
Si, 0.016, -0.001, -0.0094
Si, 0.0042, 0.0037, -0.002
Si, 0.0081, 0.0013, 0.0121
Si, -0.0204, -0.2093, 0.0717
Si, 0.0044, 0.0351, -0.0022
Si, -0.0014, 0.0025, 0.0016
Si, 0.0041, -0.0057, 0.0012
Si, 0.0001, 0.0008, -0.0025
Si, 0.0032, 0, -0.0004
Si, 0.0016, 0.0031, 0.0019
Si, 0.0007, -0.0009, 0.0015
Si, -0.0094, 0.0147, 0.0016
Si, -0.0013, -0.0008, 0.0003
Si, -0.0024, -0.0008, 0.0045
Si, -0.0058, -0.0109, 0.0024
Si, -0.0001, -0.0015, 0.0037
Si, 0.0012, -0.0017, 0.0034
Si, -0.0018, 0.0019, 0.0004
Si, -0.0018, -0.0016, 0.0029
Si, 0.0003, -0.0005, 0.0039
Si, 0.0003, 0.0002, 0.0004
Si, 0.0106, -0.0236, -0.0119
Si, -0.0153, -0.0125, -0.0054
Si, 0.0034, 0.0025, -0.0037
Si, 0.0038, 0, 0.0018
Si, -0.0059, 0.0094, 0.0009
O, 0.002, 0.0015, 0.0011
O, -0.0005, -0.0004, 0.0001
O, -0.0153, -0.0056, 0.0003
O, 0.0043, -0.0104, 0.0035
O, -0.0039, -0.0032, -0.0012
O, -0.0009, -0.0011, -0.002
O, -0.002, -0.0013, 0.0008
O, -0.081, 0.1945, 0.112
O, 0, -0.0001, -0.004
O, -0.0062, 0.0094, 0.0068
O, 0.0114, 0.0099, -0.014
O, -0.002, -0.001, -0.0002
O, -0.0062, 0.0042, -0.005
O, 0.0004, -0.0011, -0.0026
O, 0.0001, 0.0004, -0.0036
O, -0.0016, 0.0019, -0.0046
O, -0.0007, -0.0001, -0.0018
O, -0.0003, -0.001, -0.0046
O, -0.0008, 0, -0.0043
O, -0.0668, 0.0508, 0.0045
O, -0.0018, 0.0003, -0.0032
O, 0.0011, 0.0012, -0.0046
O, 0.0027, 0.0063, -0.0046
O, 0.0128, 0.0148, 0.001
O, 0.0017, 0.0012, -0.0086
O, 0.0042, -0.0007, -0.0022
O, -0.0123, -0.002, 0.0013
O, -0.0027, 0.0021, -0.0017
O, -0.0015, -0.002, 0.0006
O, 0.0036, 0.0017, -0.0018
O, 0.0017, -0.0012, -0.0016
O, 0.0029, -0.0051, -0.0009
O, -0.0012, 0.0002, -0.001
O, 0.0091, 0.0476, 0.0178
O, -0.0021, 0, 0.0005
O, -0.0022, -0.0054, 0.0046
O, 0.0038, 0.0002, 0.0006
O, -0.0015, 0.001, -0.0015
O, 0.0015, 0, -0.0036
O, 0.0011, -0.0006, -0.0027
O, -0.0016, -0.0015, 0.0007
O, 0.0019, -0.0015, -0.0002
O, 0.0014, -0.0002, -0.0036
O, -0.0006, -0.0001, -0.0022
O, -0.0016, -0.0006, -0.0035
O, -0.0003, 0.0005, -0.0009
O, 0.0005, 0.0002, -0.0026
O, 0.0007, -0.0016, -0.0023
O, 0.0001, -0.0006, -0.0021
O, 0.0139, 0.008, -0.1297
O, 0.0018, -0.0011, 0.0018
O, -0.0008, 0.0001, -0.0027
O, 0.0009, -0.0009, -0.0015
O, 0.0011, 0.0006, -0.0007
O, 0.0012, -0.003, -0.0008
O, -0.0026, -0.0019, -0.0006
O, 0.0019, 0.0003, 0.0002
O, -0.0003, 0.0005, -0.0024
O, 0.0007, -0.0006, -0.0025
O, -0.0017, 0.0006, 0.0007
O, 0.0029, 0.0081, 0.0039
O, 0.0021, -0.0042, 0.0012
O, 0.0039, -0.0036, -0.0132
O, 0.0003, 0.0025, -0.0028

The program warned: the cutoff lies below the one the program advises for these potential files; the forces do not sum to zero within the program's tolerance; the exchange-correlation potential is rough where the density is thin.
